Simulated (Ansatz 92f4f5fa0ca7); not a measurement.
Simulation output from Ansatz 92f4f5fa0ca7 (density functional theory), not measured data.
Periodic cell of 166 atoms, Si98O68, from a study of silicon, its oxide and their interface. The atomic structure is a simulated model.

Settings
functional: r2SCAN
potential files: Ansatz norm-conserving
basis: plane waves
wave-function cutoff: 1300 eV
density cutoff ratio: 4
exchange-correlation grid ratio: 1
k mesh: 2 x 2 x 1, shifted by 0.5 0.5 0.5 of a step
self-consistency stop: 5e-08 eV per atom in the density residual
occupations: Fermi-Dirac, 0.05 eV
spin: none
net charge: 0

Cell vectors (angstrom)
a  10.88  0  0
b  0  10.88  0
c  0  0  23.4403

Atoms and the computed forces on them: element, x, y, z (angstrom), force x, y, z (eV/angstrom)
Si  4.2171  2.5236  0.7277  1.3331  -0.8105  0.955
Si  5.154  5.6221  -1.6415  0.0489  4.2464  -0.6439
Si  0.0224  6.0134  1.7051  0.0659  -0.7992  -0.7499
Si  6.8907  3.2202  0.7522  0.2246  -0.8283  -2.8055
Si  3.6746  0.3847  -1.4841  1.0141  0.0306  1.7536
Si  10.6707  0.3524  -0.9471  2.8896  2.4605  1.2031
Si  8.8195  -0.0668  0.2131  -1.8607  0.0687  0.7113
Si  9.5337  6.6991  -1.4016  -5.1976  -1.2941  0.6231
Si  -0.0056  -0.7087  1.2195  2.1617  -1.5153  0.1817
Si  5.6165  5.0501  1.4981  -1.3269  0.6361  2.2163
Si  2.2501  5.4114  -0.0658  1.1894  -1.1311  1.3793
Si  4.2209  9.0983  1.9669  0.8924  0.9004  -1.8698
Si  5.2567  -0.0657  0.44  -0.8741  0.1485  0.395
Si  12.7419  2.7339  0.8365  -0.7498  0.2361  -0.5181
Si  8.9291  2.0031  1.7541  0.0179  0.7172  -2.0039
Si  8.8251  8.0968  1.0062  -2.8518  -0.4688  -0.3315
Si  0.1686  2.4263  2.6246  0.883  1.2028  0.4567
Si  2.8068  -0.2296  2.6307  -0.8742  1.3562  0.4444
Si  -0.0511  8.2078  2.5687  1.3582  0.9666  0.2256
Si  3.1295  5.3161  2.5337  -0.5887  -0.2674  -0.9447
Si  5.72  2.3446  2.8794  0.7022  0.1789  -0.7107
Si  7.5132  0.6044  2.923  -0.6575  -0.107  0.0676
Si  5.8212  7.8494  2.8918  0.2083  -1.6677  -0.0219
Si  7.5933  6.0051  2.9385  -0.1744  0.2576  -0.2699
Si  1.36  4.08  4.0496  -0.1412  0.1577  -1.0429
Si  4.08  1.36  4.0496  -0.999  -1.0711  0.1424
Si  1.36  9.52  4.0496  -0.4792  -0.5836  0.1806
Si  4.08  6.8  4.0496  0.0599  0.1363  0.5289
Si  6.8  4.08  4.0496  -0.0404  0.1397  0.3488
Si  9.52  1.36  4.0496  -0.0269  -0.449  1.142
Si  6.8  9.52  4.0496  0.4071  0.7231  0.2833
Si  9.52  6.8  4.0496  -0.1353  -0.2807  -0.0559
Si  0  0  5.3994  0.1143  -0.3423  -0.0901
Si  2.72  2.72  5.3994  0.1486  -0.1354  0.0055
Si  0  5.44  5.3994  0.0746  0.0464  -0.048
Si  2.72  8.16  5.3994  -0.3007  0.038  -0.1244
Si  5.44  0  5.3994  -0.4267  -0.1119  0.0735
Si  8.16  2.72  5.3994  0.2623  0.6619  0.073
Si  5.44  5.44  5.3994  -0.2711  -0.3426  0.3072
Si  8.16  8.16  5.3994  0.4302  0.2947  0.2217
Si  1.36  1.36  6.7493  -1.142  0.8023  0.2956
Si  4.08  4.08  6.7493  -0.0022  0.3974  0.658
Si  1.36  6.8  6.7493  1.3282  -0.5011  -0.0626
Si  4.08  9.52  6.7493  0.9715  -0.5552  -0.862
Si  6.8  1.36  6.7493  -0.2084  -0.4119  0.4593
Si  9.52  4.08  6.7493  -1.0525  0.3251  0.0257
Si  6.8  6.8  6.7493  -0.1876  -0.0074  0.6901
Si  9.52  9.52  6.7493  -0.0166  0.0922  0.3933
Si  -0.0978  2.8049  8.1072  -0.3691  -2.1122  -0.3014
Si  2.7867  0.0024  7.9633  -0.1547  -0.2708  1.8418
Si  0.0507  8.1392  8.0237  -2.7133  -0.6405  0.1503
Si  2.824  5.4922  8.21  -1.4272  -0.752  -1.9308
Si  5.3884  2.6644  8.1475  1.6438  0.729  1.998
Si  8.1107  -0.0466  8.1103  -0.9969  -1.2652  -1.0356
Si  5.4677  8.244  8.1487  -0.9288  0.8284  -1.24
Si  8.243  5.5487  8.1377  0.8025  -0.2328  -0.8959
Si  -1.5028  6.7864  9.7995  -0.0867  0.2738  -0.7881
Si  5.4441  1.8328  12.4907  0.4513  0.8705  -0.5548
Si  1.7039  8.7849  9.2817  0.4612  3.2727  -0.6637
Si  4.1172  6.7166  9.5329  -3.5409  0.0889  2.2958
Si  7.2868  2.3132  10.7671  -0.9398  0.8165  -0.6102
Si  9.0677  1.0663  9.7424  0.4458  1.6481  -0.5282
Si  3.8375  9.8954  10.083  1.246  -0.7153  -0.8119
Si  6.6495  10.2975  11.3152  3.0251  -0.1299  1.3405
Si  2.5686  0.2909  11.418  9.2714  -3.2882  5.1305
Si  1.1395  4.2703  9.2687  0.8272  -0.978  3.199
Si  3.759  2.072  9.7508  -3.8654  1.1822  -0.5638
Si  5.3772  10.5956  13.4119  1.2879  -0.2333  2.113
Si  6.8025  -3.3122  10.8205  -2.8305  -1.3564  6.7222
Si  9.1718  1.2326  13.5009  -0.8242  -1.1038  -0.3015
Si  5.459  6.3016  14.4053  -0.3571  0.3778  0.9228
Si  10.5062  11.4198  11.3905  0.9261  -2.1923  2.6903
Si  0.6884  -2.0668  13.3645  3.3056  -3.9739  -4.1217
Si  9.4352  3.1377  11.8674  -0.0152  2.2305  1.707
Si  7.4045  5.0361  12.7172  1.8486  -2.7243  0.356
Si  -8.2945  6.6016  12.4019  -0.9082  -6.3577  -0.9366
Si  0.4511  2.041  16.2228  2.8572  0.2741  -1.3683
Si  2.1281  4.046  14.5176  1.0987  0.1301  -1.5989
Si  18.1357  0.8779  15.7531  -6.5889  -0.8915  -5.2343
Si  -5.5279  3.2044  17.3754  0.3561  3.913  -2.1721
Si  3.0761  -0.2663  13.742  1.2898  2.7227  1.0497
Si  10.5021  10.1531  15.1961  0.016  2.5938  3.2053
Si  15.8072  7.9492  16.9452  -0.7105  -0.0478  0.7565
Si  5.3329  -3.1449  19.7108  8.4742  -2.9497  0.6468
Si  5.9393  2.825  21.3251  -3.5362  -1.1024  4.3779
Si  2.902  5.4681  16.8879  3.5626  2.6959  0.4434
Si  3.4374  10.512  16.7173  -3.6617  -0.2288  -4.3794
Si  5.385  14.6348  14.119  0.7855  0.047  -0.1171
Si  11.7805  9.1889  17.6783  1.7181  2.1469  -1.2875
Si  7.5475  3.0031  18.8  3.5021  0.936  1.7727
Si  12.2802  6.5729  19.0225  -0.8522  -2.042  -4.4869
Si  8.8563  1.2768  17.9817  4.0464  0.8803  -0.6068
Si  3.2434  1.9573  18.5556  -10.8495  -1.8247  0.0787
Si  12.072  6.4155  21.6065  -1.1165  1.4097  -1.1785
Si  9.2113  3.6675  21.0055  1.9905  2.1155  0.3339
Si  6.6883  7.5408  22.0261  -1.8069  1.6589  2.5704
Si  11.3331  1.8976  20.025  1.0346  -1.539  1.317
Si  13.4425  8.8559  20.3843  2.8839  0.9516  -6.1365
O  0.853  1.807  -0.0085  -1.0039  -1.7808  -2.2554
O  0.8775  -2.3115  1.0712  -1.737  1.3077  0.5074
O  4.3887  -6.1596  -6.3938  0.4005  -1.9633  -0.6181
O  2.0615  2.3774  -3.7228  -0.0413  -2.0775  0.2442
O  -1.2404  6.624  0.4467  -0.4485  1.156  -1.9763
O  9.0917  -0.1428  -8.8654  1.1064  0.0258  -0.6647
O  5.0086  4.0592  -1.6831  0.2913  -0.7209  -1.4537
O  4.7821  12.5424  -1.8622  -0.8479  -1.7191  -1.7252
O  6.4612  5.0754  0.1475  0.7062  -1.0438  -0.9993
O  10.8962  3.1506  -2.367  -2.4484  -1.0567  -1.8256
O  12.9359  9.2984  -4.5304  -2.6102  1.1766  1.9056
O  6.2583  8.8411  -2.3927  -0.9811  -3.4316  -0.76
O  7.1878  -3.0333  0.2477  1.7923  0.7519  -0.7546
O  10.7644  7.5863  -1.8179  -1.6839  -1.4499  0.8271
O  7.9692  6.9715  -2.092  4.9674  0.723  0.1055
O  -4.3406  4.5473  15.1339  -2.7332  -1.3968  -1.1007
O  -5.6741  -1.2548  11.1845  -4.5409  0.0696  -2.173
O  2.2798  2.974  9.6493  2.4964  -0.9595  0.086
O  0.1594  4.7204  10.5072  0.176  -0.1496  -1.3826
O  2.0054  4.6779  13.1206  0.2415  0.767  -1.8574
O  2.3854  7.6528  10.0995  2.0831  -1.6786  0.7393
O  -1.0199  12.9041  16.9001  -0.8465  1.098  -2.321
O  3.2065  -5.3185  11.1128  0.1052  3.308  -0.2701
O  5.6677  1.6901  16.538  2.054  3.2187  1.3832
O  5.4525  -4.0493  10.3407  1.2479  -0.4608  2.0283
O  9.0728  4.4496  13.0364  -2.0964  -0.0703  -2.1804
O  3.4224  11.4178  17.9854  1.8808  0.379  2.6682
O  12.1339  11.6285  11.1532  -10.8129  4.2645  -2.8696
O  7.6602  7.8256  9.6624  5.5991  0.5688  -5.0753
O  3.3244  11.5722  15.3071  -0.4312  -4.1923  -0.1686
O  -8.4428  5.3211  15.395  1.1092  1.1859  1.1203
O  6.4935  3.2535  9.5169  -0.2287  -1.1227  -0.7168
O  10.9944  9.655  11.9764  -0.0203  -0.3877  2.0673
O  10.7327  8.6019  14.7109  -0.912  2.1245  -0.2452
O  5.9407  -2.8709  18.2326  -0.1111  -1.3481  0.8393
O  -6.9688  3.106  14.4649  -1.2  2.3222  0.4725
O  1.2024  -3.7113  13.0669  -1.7241  2.7779  -1.7052
O  3.6367  1.6047  11.4192  2.1711  1.8091  -1.0329
O  12.442  1.842  17.403  0.1171  1.4463  -1.2291
O  7.3783  -4.4657  11.9289  0.337  2.1872  -0.9772
O  6.8205  3.9894  17.8448  -3.3424  -1.0137  -2.5659
O  3.6933  7.2979  13.1905  3.522  0.8191  1.6178
O  12.5273  5.1936  17.7992  -0.5504  1.8659  2.8385
O  4.2744  3.0242  18.6387  3.7772  1.2037  -0.2821
O  7.6752  1.6681  14.159  -0.4156  0.1247  3.0123
O  13.516  -0.8089  21.3055  2.657  5.241  2.7036
O  5.8737  7.1407  15.8149  -1.91  0.5253  -1.2451
O  0.7944  3.4316  15.1783  -0.5246  -3.629  1.8937
O  11.4681  11.6336  15.0019  -1.9739  -0.6083  0.6389
O  5.9174  10.6829  14.9947  3.6916  1.2145  0.3309
O  12.9805  9.4478  16.6556  1.4956  2.5269  -2.037
O  5.5242  -4.8198  20.0816  -1.6603  1.7314  1.2038
O  6.4508  2.7325  19.9209  1.4038  -1.0946  -3.6518
O  3.6496  6.0179  22.4876  -0.1054  -0.8183  0.4707
O  9.1702  5.1482  21.8992  2.0817  -4.4523  -1.2526
O  -2.7789  0.2244  16.9112  0.0157  0.4967  2.1489
O  4.659  -1.2857  17.0004  1.4879  -2.6566  -1.3832
O  2.1482  9.3668  13.9208  -2.0471  -0.7306  0.0734
O  7.2069  2.7693  22.2868  1.1163  0.4159  2.7261
O  8.8279  3.9502  19.3652  -0.5143  -1.1935  1.8868
O  11.2928  11.2498  21.0247  -0.0657  2.354  -0.6626
O  14.9435  8.4033  19.8847  -7.1245  2.9599  1.4317
O  11.3709  7.7231  17.9037  -1.1956  -4.4052  1.912
O  14.295  7.2229  17.1857  1.5955  -2.4532  -0.9769
O  10.4997  10.082  16.8385  1.3257  -1.6306  1.8684
O  0.6631  5.6012  20.2194  1.151  1.5962  0.337
O  21.1667  1.1731  18.9648  -1.6371  0.215  1.1779
O  12.8793  7.7641  21.2212  0.051  -3.6492  2.6679

Results
free energy: -42992.912 eV
free energy less fixed offsets of O -463.61, Si -117.95 eV per atom: 91.668 eV
pressure: -1.78 GPa
stress xx, yy, zz, yz, xz, xy (GPa, positive in tension): 2.39, 3.14, -0.18, 0.42, 0.89, 0.75
